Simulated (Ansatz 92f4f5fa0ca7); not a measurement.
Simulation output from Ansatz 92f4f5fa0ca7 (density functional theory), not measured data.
Periodic cell of 223 atoms, Si132O90As1, from a study of silicon, its oxide and their interface. The atomic structure is a simulated model.
Doubt: the cutoff is far below the 930 eV that the study's wrapper takes by default for these files, so forces and energies are approximate.
This geometry differs little from another in the collection (a relaxation step or a small displacement).

Settings: functional PBE; potential files Ansatz PAW; basis plane waves; wave-function cutoff 580 eV; density cutoff ratio 5; exchange-correlation grid ratio 1; k mesh 1 x 1 x 1, Gamma-centred; self-consistency stop 5e-08 eV per atom in the density residual; occupations fixed; spin none; net charge +1 e, with a uniform compensating background and no finite-size correction.

Cell vectors (angstrom)
a	10.938	0	0
b	0	10.938	0
c	0	0	32.1988

Atoms: element, x, y, z (angstrom)
Si	10.5773	0.2229	24.835
Si	5.7296	10.6784	24.7236
Si	2.4802	2.9238	24.6112
Si	8.4238	2.4546	24.7898
Si	0.2749	5.1739	24.7317
Si	5.1569	5.7487	24.6656
Si	2.9309	8.0145	24.5674
Si	7.9334	8.4389	24.7079
Si	1.3253	1.375	26.0111
Si	6.8472	1.3171	26.1091
Si	4.0439	4.1038	25.9692
Si	9.5934	4.056	26.063
Si	1.394	6.8337	25.9815
Si	6.7704	6.8525	26.0081
Si	4.0954	9.5374	25.9848
Si	9.4657	9.5742	26.1365
Si	2.7249	-0.0022	27.3325
Si	8.1174	-0.0566	27.5288
Si	0.0431	2.7537	27.4484
Si	5.4362	2.7431	27.3534
Si	2.725	5.4662	27.4123
Si	8.1853	5.4726	27.341
Si	-0.012	8.1812	27.3611
Si	5.4412	8.2023	27.4347
Si	4.0777	1.3666	28.7404
As	9.5777	1.3543	28.8501
Si	1.3737	4.1161	28.8251
Si	6.8174	4.1121	28.7253
Si	4.0974	6.818	28.7946
Si	9.5526	6.8239	28.7455
Si	1.3717	9.558	28.7198
Si	6.7756	9.536	28.8781
Si	0.0572	-0.063	30.2091
Si	5.4137	0.0109	30.168
Si	2.7423	2.7286	30.1565
Si	8.1509	2.7845	30.1881
Si	-0.0229	5.4758	30.1454
Si	5.4775	5.4599	30.1572
Si	2.7235	8.206	30.1314
Si	8.201	8.168	30.1681
Si	1.3863	1.3726	31.5503
Si	6.8129	1.3597	31.5176
Si	4.1139	4.0926	31.5254
Si	9.5781	4.1091	31.5369
Si	1.3543	6.847	31.4914
Si	6.8419	6.8119	31.5488
Si	4.0712	9.5641	31.5321
Si	9.5597	9.5418	31.5395
Si	2.7365	-0.0133	0.7298
Si	8.1956	0.0062	0.68
Si	-0.0046	2.7312	0.7115
Si	5.4817	2.7371	0.7074
Si	2.7329	5.4924	0.6567
Si	8.2079	5.4506	0.7274
Si	0.0186	8.1867	0.7005
Si	5.4644	8.2059	0.6961
Si	4.1312	1.3613	2.0766
Si	9.5584	1.3496	2.069
Si	1.3795	4.1366	2.0335
Si	6.8498	4.078	2.0933
Si	4.0999	6.8299	2.0599
Si	9.5877	6.8313	2.0728
Si	1.377	9.5408	2.0811
Si	6.8261	9.594	2.057
Si	-0.0102	-0.0353	3.4077
Si	5.4916	0.0085	3.487
Si	2.7723	2.7865	3.3745
Si	8.1933	2.6931	3.4727
Si	0.028	5.474	3.4486
Si	5.4754	5.4672	3.4212
Si	2.7679	8.2012	3.4645
Si	8.2051	8.2245	3.3907
Si	1.3908	1.392	4.6318
Si	6.844	1.3463	4.9298
Si	4.1542	4.0857	4.8139
Si	9.5809	4.0805	4.7773
Si	1.4156	6.8291	4.8385
Si	6.8229	6.8875	4.7383
Si	4.1336	9.5767	4.8636
Si	9.5517	9.5482	4.8011
Si	2.7458	0.1199	6.0626
Si	8.2054	-0.0641	6.2803
Si	0.031	2.6655	6.0498
Si	5.4718	2.726	6.3045
Si	2.8165	5.4744	6.1962
Si	8.1765	5.4801	6.0468
Si	0.0106	8.1865	6.1653
Si	5.5281	8.2222	6.242
Si	3.833	1.5727	7.6233
Si	9.8417	1.1375	7.4693
Si	1.625	3.7953	7.3257
Si	6.6564	4.4162	7.4925
Si	4.4096	6.6328	7.5643
Si	9.3648	6.948	7.4219
Si	1.1449	9.9209	7.3016
Si	7.1528	9.2305	7.6893
O	8.3054	8.0892	7.9091
O	2.7151	2.7379	7.9688
O	9.5194	1.3459	24.2235
O	4.0509	6.8683	24.1281
O	0.0318	0.0221	7.9677
O	5.5335	5.511	8.0377
O	6.8275	9.5583	24.1848
O	1.3794	4.0782	24.151
O	3.8677	7.3811	8.946
O	0.7865	4.3755	8.5947
O	9.809	6.186	8.8158
O	2.1354	9.3788	8.4851
O	7.5185	3.9263	8.8033
O	4.2693	0.9181	9.0752
O	6.726	9.5614	9.2315
O	9.211	1.8559	8.804
O	7.675	3.1446	23.5159
O	10.4609	5.832	23.4438
O	5.0997	0.4701	23.4084
O	5.8629	5.1077	23.3365
O	3.0845	2.1949	23.2611
O	2.3173	8.7207	23.199
O	8.642	7.7878	23.3805
O	0.2358	10.2815	23.6107
Si	4.3798	1.5756	22.4452
Si	3.4899	7.93	14.0276
Si	7.1168	0.9556	14.6639
Si	0.9521	9.3443	22.4976
Si	1.1846	4.3094	11.8857
Si	6.2674	8.9622	15.3131
Si	0.6781	1.37	12.2933
Si	8.627	4.951	20.489
Si	0.3268	5.7184	9.3682
Si	5.1022	3.1214	17.9396
Si	0.8878	3.746	16.7391
Si	10.4055	2.8523	19.2166
Si	5.2827	1.1831	10.3596
Si	0.8805	0.1822	19.834
Si	6.645	9.4604	10.8774
Si	9.3368	9.674	18.3186
Si	9.3913	9.2468	12.5707
Si	6.5581	3.8519	22.5585
Si	2.443	8.0668	9.3825
Si	10.5887	7.3668	17.0709
Si	2.5097	6.2908	16.5726
Si	10.1762	4.4918	14.1889
Si	6.1396	9.1791	18.5077
Si	7.9689	2.5706	9.5892
Si	8.8806	2.1434	12.4571
Si	5.3342	6.2424	18.061
Si	3.9238	0.5498	19.4531
Si	4.28	3.8406	12.054
Si	5.5422	6.6006	12.1389
Si	8.0118	2.5039	17.2127
Si	4.3594	2.4778	14.9663
Si	1.5391	1.2125	15.2542
Si	1.5688	9.4167	12.0455
Si	8.0511	6.8519	13.8643
Si	10.3811	9.8371	15.4839
Si	9.8082	7.0129	22.5283
Si	8.1034	5.4856	17.3921
O	6.0458	7.9612	11.2919
O	6.0188	9.2038	16.8921
O	7.6781	1.3632	13.1932
O	0.896	1.7492	13.8625
O	9.4216	6.2602	16.8726
O	6.758	6.2037	13.1383
O	5.1307	4.6581	18.6085
O	9.2305	2.1637	18.2697
O	2.3647	0.0909	19.0783
O	9.41	10.2323	16.7626
O	2.7916	4.4349	11.7137
O	5.0642	10.3175	19.1003
O	9.4259	3.2393	13.4983
O	0.4585	1.7699	19.9508
O	3.153	1.3607	15.062
O	8.1634	5.377	19.0092
O	3.8893	6.5981	17.3886
O	4.5743	3.2789	16.3869
O	9.0632	5.6678	14.3091
O	5.4224	2.7808	22.1207
O	10.6722	4.1501	15.6859
O	0.3469	3.8729	18.2767
O	10.4234	10.514	19.2159
O	9.6421	10.0274	14.026
O	10.9336	8.095	22.0744
O	1.1906	2.1611	16.5275
O	9.7387	3.7569	20.4112
O	8.1297	4.0313	16.6717
O	-0.0414	9.1036	11.9057
O	6.5863	2.4165	18.007
O	5.583	10.7192	11.2023
O	7.7489	9.5887	18.8404
O	10.0289	1.0255	12.059
O	1.3188	6.9551	9.0469
O	0.6249	4.7658	13.3519
O	5.7065	7.6193	18.9774
O	5.2395	5.0842	11.5186
O	2.7124	6.9875	15.1133
O	0.9097	2.7482	11.4628
O	0.8602	10.6857	15.5453
O	2.3991	8.5862	10.9098
O	4.698	2.4306	11.2734
O	4.2554	3.5103	13.681
O	2.2047	4.681	16.4774
O	10.7045	8.2503	15.6938
O	6.9292	10.2886	14.6644
O	2.3442	8.9563	13.4225
O	8.033	1.5185	15.9066
O	4.1248	6.9941	12.8517
O	4.1786	2.0077	18.7267
O	7.2939	4.4131	21.2463
O	8.409	2.9285	11.108
O	1.1756	6.8575	17.3534
O	5.6528	1.5725	14.7602
O	8.1301	9.7603	11.5887
O	9.1907	6.2911	21.2253
O	8.9566	7.7164	12.8503
O	1.653	0.1219	11.8752
O	6.6368	6.1461	17.054
O	7.4006	7.8011	15.0393
O	1.2019	10.3124	21.2294
O	10.0342	8.1985	18.3534
O	3.9503	0.8361	21.0763
O	0.3502	5.3434	10.9321
O	6.6945	1.5743	9.6365
O	4.7797	8.7032	14.6773

Results
free energy: -139961.468 eV
free energy less fixed offsets of As -4856.12, O -568.88, Si -635.61 eV per atom: -5.628 eV

Forces (eV/angstrom), in the order of the atoms: element, x, y, z
Si	0.029	-0.0303	0.0333
Si	-0.0024	0.0014	0.1046
Si	-0.0376	0.0141	0.1105
Si	-0.0127	0.0201	0.0486
Si	-0.0028	-0.0173	0.1001
Si	-0.033	0.0472	0.1269
Si	0.05	-0.0329	0.1591
Si	-0.0162	0.0097	0.0777
Si	0.0123	0.0137	-0.0318
Si	-0.0148	-0.0223	-0.0459
Si	0.0253	0.0119	-0.0171
Si	0.0266	0.0122	-0.04
Si	0.0089	0.0092	-0.0302
Si	-0.0171	-0.0121	-0.0151
Si	-0.0059	-0.0103	-0.0293
Si	-0.0114	-0.0066	-0.0321
Si	0.031	0.0004	0.0276
Si	0.0289	0.021	-0.0815
Si	-0.0128	-0.0086	-0.0992
Si	-0.0354	0.0097	0.0299
Si	-0.006	-0.0031	-0.0544
Si	-0.0017	0.0347	0.0258
Si	0.0003	-0.0267	0.0314
Si	0.0154	0.0116	-0.065
Si	-0.0107	0.0004	-0.0368
As	-0.0092	-0.0071	0.0537
Si	0.0177	0.0309	0.0475
Si	0.0149	-0.0172	-0.0286
Si	-0.0004	-0.0033	0.0187
Si	-0.0001	-0.0091	-0.0337
Si	-0.0139	0.0186	-0.0267
Si	-0.0556	-0.0299	0.0775
Si	0.0291	-0.0297	0.0209
Si	-0.0055	-0.0031	-0.0119
Si	0.0295	-0.02	-0.0159
Si	-0.027	0.0356	0.0222
Si	-0.0158	0.0178	-0.0168
Si	0.0074	-0.0131	-0.0104
Si	-0.013	0.0077	-0.0071
Si	0.0143	-0.0154	-0.0131
Si	-0.0223	-0.0019	-0.0002
Si	0.0155	-0.0037	-0.0066
Si	-0.0195	0.0094	-0.0007
Si	-0.0047	-0.017	-0.0057
Si	0.013	-0.018	-0.0011
Si	-0.0088	0.0175	0.001
Si	0.0154	0.0006	-0.0017
Si	-0.0003	0.0164	-0.0034
Si	0.0054	0.0075	-0.0083
Si	-0.0023	-0.0065	0.0091
Si	-0.0037	-0.0067	0.0051
Si	0.0002	-0.0062	-0.0115
Si	-0.0021	0.0019	0.0077
Si	0.0093	-0.0039	-0.0075
Si	-0.0087	0.0023	-0.0102
Si	0.0033	0.0001	0.0061
Si	-0.0117	-0.0038	0.0081
Si	-0.0006	0.0148	-0.0144
Si	0.0145	-0.0119	0.0046
Si	-0.0036	0.0181	0.0026
Si	-0.0055	0.0004	-0.0118
Si	-0.0077	0.0004	0.0099
Si	-0.0142	0.0113	0.0035
Si	0.0167	-0.0046	-0.0012
Si	-0.0363	-0.0431	-0.0547
Si	0.0179	0.0006	0.0304
Si	0.0268	0.062	-0.0726
Si	-0.0098	-0.0456	0.0256
Si	0.0188	0.0041	0.0145
Si	-0.0052	-0.0106	-0.0235
Si	0.0234	0.0048	0.034
Si	-0.0057	0.0225	-0.0479
Si	0.0049	-0.0001	0.0625
Si	0.0039	0.0039	-0.0321
Si	-0.0154	-0.0151	0.0482
Si	0.0081	0.0098	-0.0208
Si	-0.0109	-0.0119	-0.0051
Si	0.0086	-0.0002	0.03
Si	-0.0048	-0.012	-0.0485
Si	0.0039	0.0027	0.0544
Si	-0.0209	-0.0047	0.052
Si	0.0142	-0.0106	0.033
Si	0.0026	-0.0041	0.0311
Si	-0.0016	0.0214	0.0362
Si	0.0069	-0.008	0.0212
Si	-0.016	0.0106	0.0421
Si	-0.0041	0.0139	0.0215
Si	0.0006	-0.0101	0.0464
Si	0.005	0.0307	-0.1181
Si	-0.0033	-0.0376	-0.0758
Si	0.0326	0.0191	-0.057
Si	-0.0258	-0.0149	-0.0875
Si	0.0092	-0.0382	-0.0993
Si	-0.0065	0.0387	-0.0813
Si	-0.0089	-0.0178	-0.0617
Si	0.0319	0.0017	-0.168
O	-0.0031	-0.0043	0.0166
O	-0.0189	0.0038	-0.0015
O	0.0032	-0.008	0.032
O	0.0044	-0.0174	-0.0459
O	0.0019	0.009	-0.0036
O	-0.0054	0.0096	0.0046
O	0.0334	0.0165	-0.0047
O	-0.0175	-0.02	-0.0035
O	-0.0466	0.0446	0.0422
O	-0.0224	0.0309	0.0332
O	0.0441	-0.0382	0.0389
O	0.0226	-0.0362	0.0393
O	0.0414	-0.0449	0.0502
O	0.0385	-0.0208	0.0929
O	-0.0206	0.0046	0.1281
O	-0.0415	0.0404	0.0451
O	-0.0274	0.0276	-0.0428
O	-0.0236	0.0515	-0.0461
O	-0.0404	0.0475	-0.0715
O	0.0512	-0.0685	-0.0536
O	0.0527	-0.0344	-0.0531
O	-0.0809	0.056	-0.0674
O	0.056	-0.0551	-0.0599
O	0.0107	-0.0155	-0.0508
Si	0.0214	-0.0148	0.0502
Si	-0.001	-0.0012	0.002
Si	0.004	0.005	-0.0029
Si	-0.0027	0.0057	0.0502
Si	-0.0076	0.0058	0.0263
Si	-0.0098	-0.0026	0.0004
Si	0.0051	-0.0006	0.0328
Si	-0.0037	0.0084	-0.0155
Si	-0.0256	-0.0008	-0.0085
Si	-0.0056	-0.0053	-0.036
Si	-0.0058	0.003	-0.0138
Si	0.0011	0.0052	-0.0271
Si	-0.0123	-0.0136	-0.0096
Si	0.0217	-0.013	-0.0324
Si	-0.0112	0.02	-0.022
Si	0.0058	0.0105	-0.0328
Si	-0.0082	0.0025	0.0222
Si	0.0016	-0.0076	0.0364
Si	0.0184	0.0081	-0.0155
Si	0.0062	-0.0035	-0.0256
Si	0.004	0.0024	-0.0261
Si	0.0036	-0.0079	0.0011
Si	-0.0102	0.0073	-0.0439
Si	0.0096	0.0218	-0.0214
Si	-0.0078	0.0098	0.0095
Si	0.0013	0.0002	-0.0414
Si	-0.0113	0.0058	-0.0159
Si	0.0079	-0.0083	0.0298
Si	0.0027	0.0059	0.0402
Si	0.0018	-0.0014	-0.0245
Si	0.0019	0.0099	-0.0122
Si	-0.0023	0.003	-0.008
Si	0.0166	-0.0069	0.0234
Si	-0.0044	-0.0011	0.0062
Si	0.0012	0.0034	-0.0135
Si	-0.0105	0.0171	0.0403
Si	0.0024	-0.0028	-0.0158
O	-0.0058	-0.0249	-0.011
O	0	0.0012	0.0104
O	-0.0075	-0.0063	0.0001
O	0.0063	-0.0015	0.0063
O	0.0023	0.0031	0.0114
O	0.0114	0.0019	-0.0113
O	0.0009	0.0037	0.0244
O	-0.0115	-0.0027	0.0141
O	-0.0001	-0.0001	0.0155
O	-0.0012	-0.0016	0.0105
O	-0.0015	-0.0025	-0.026
O	0.0112	-0.0117	0.0179
O	0.0042	0.0093	-0.008
O	-0.0052	0.001	0.0284
O	-0.0001	-0.0002	0
O	-0.0071	0.0051	-0.0028
O	-0.0005	-0.0003	0.018
O	0.0013	0.0016	0.0089
O	-0.0003	0.0016	-0.0063
O	-0.0041	-0.0038	0.0196
O	0.0034	0.0014	0.008
O	0.0057	0.0039	0.0099
O	-0.017	-0.0074	0.0152
O	0.003	0.0042	0.0056
O	-0.0069	0.008	0.0302
O	0.0003	0.0017	0.007
O	0.0066	-0.0106	0.0175
O	-0.0028	0.0008	0.0038
O	-0.0103	0.0021	-0.024
O	0.0019	0.0021	0.0188
O	-0.0006	-0.0101	-0.0097
O	0.0041	-0.0005	0.0263
O	0.0038	-0.002	-0.0226
O	-0.002	-0.0053	-0.0182
O	-0.0076	0.0031	-0.004
O	-0.0005	-0.0026	0.0306
O	0.0011	0.0059	-0.0264
O	-0.0025	-0.0036	0.0093
O	-0.0012	-0.0053	-0.0228
O	-0.0013	-0.0006	0.0038
O	-0.0132	0.0193	0.0175
O	-0.012	0.0319	-0.0041
O	-0.0004	-0.0112	0.0083
O	0.0012	-0.0013	0.0062
O	-0.0011	-0.0006	0.0033
O	-0.0002	-0.0026	-0.0056
O	0.006	-0.0035	-0.0049
O	0.0012	0.0031	0.0096
O	-0.0072	0.0074	-0.0111
O	0.0069	0.0103	0.0131
O	0.0299	0.0098	-0.0067
O	0.0179	-0.0044	0.0257
O	-0.0041	0.0026	0.0176
O	0.0006	-0.0029	-0.0008
O	0.029	-0.0054	-0.0038
O	-0.018	-0.0241	-0.0062
O	-0.0008	-0.0054	-0.014
O	-0.007	0.0058	-0.0238
O	0.001	-0.0018	0.0084
O	-0.0014	0.0038	0.0018
O	-0.0063	0.0239	-0.0063
O	-0.001	-0.002	0.0172
O	-0.0103	-0.0249	-0.024
O	0.0105	-0.0214	0.0167
O	-0.0115	-0.0061	-0.0156
O	0.0079	0.0021	-0.0013

The program warned: the cutoff lies below the one the program advises for these potential files; the exchange-correlation potential is rough where the density is thin.
